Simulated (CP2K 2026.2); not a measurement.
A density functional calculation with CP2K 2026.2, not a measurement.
Periodic cell of 504 atoms, Si360O144, from a study of silicon, its oxide and their interface. The atomic structure is a simulated model.
Doubt: the forces sum to 0.86 eV/angstrom along one axis rather than to zero, so they err by at least 0.0017 eV/angstrom per atom on average; the grid cutoff is modest.

Settings
functional: PBE
method: Gaussian and plane waves
basis set: DZVP-MOLOPT-SR-GTH
pseudopotentials: GTH-PBE
grid cutoff: 300 Ry, relative cutoff 40 Ry
k points: Gamma only
occupations: fixed
spin: none
net charge: 0

Cell vectors (angstrom)
a 16.32 0 0
b 0 16.32 0
c 4.955 2.5682 34.8883

Atoms and the computed forces on them: element, x, y, z (angstrom), force x, y, z (eV/angstrom)
Si 1.655 -1.638 -0.008 -0.06 0.155 0.762
Si 3.941 1.682 0.006 0.021 -0.136 0.783
Si 1.67 3.846 -0.06 -0.221 0.036 0.739
Si 4.324 6.511 0.001 -0.093 0.224 0.735
Si 1.127 -6.633 0.093 0.193 -0.161 0.783
Si 3.925 -3.804 0.061 0.063 -0.269 0.721
Si 6.978 -1.73 0.06 -0.001 0.201 0.724
Si 9.815 0.936 -0.17 -0.277 0.262 0.756
Si 6.648 4.442 0.039 0.062 -0.137 0.742
Si 9.412 7.165 0.166 0.014 -0.176 0.743
Si 7.216 9.318 0.187 -0.222 0.03 0.71
Si -7.012 -3.816 0.115 0.082 -0.149 0.736
Si -4.327 -1.212 0.388 -0.011 0.019 0.715
Si -1.817 1.483 0.014 0.261 0.031 0.673
Si -3.927 3.822 0.005 -0.154 0.122 0.759
Si -1.734 6.961 0.125 0.097 0.065 0.646
Si -3.813 -7.004 -0.044 -0.122 0.166 0.696
Si -1.04 -4.4 0.112 -0.154 0.192 0.844
Si 2.766 0.027 1.253 0.025 0.013 -0.04
Si 5.491 2.822 1.337 -0.005 0.014 -0.075
Si 2.764 5.385 1.352 0.004 -0.025 -0.046
Si 5.494 8.131 1.296 -0.026 0.053 -0.056
Si 2.743 -5.435 1.318 0.017 -0.002 -0.045
Si 5.453 -2.759 1.476 -0.012 -0.006 -0.039
Si 8.159 -0.052 1.231 -0.014 -0.016 -0.056
Si -5.513 2.625 1.238 0 -0.022 -0.062
Si 8.195 5.548 1.388 0.008 0.015 -0.054
Si -5.366 8.294 1.449 0.028 -0.002 -0.042
Si 8.268 10.904 1.502 0.003 0.022 -0.039
Si -5.562 -2.721 1.586 -0.027 -0.023 -0.027
Si -2.788 0.042 1.565 0.012 0.032 -0.029
Si -0.032 2.657 1.131 -0.003 0.015 -0.024
Si -2.86 5.407 1.416 -0.01 -0.015 -0.024
Si -0.065 8.112 1.354 -0.036 0.024 -0.05
Si -2.687 -5.483 1.37 0.011 0.001 -0.036
Si 0.067 -2.737 1.345 0.008 0.012 -0.055
Si 1.325 1.341 2.6 -0.004 0.017 0.013
Si 4.121 4.098 2.763 0.016 0.009 0.046
Si 1.358 6.762 2.659 -0.003 0.014 -0.003
Si 4.108 9.497 2.646 0.004 -0.001 0.018
Si 1.4 -4.093 2.74 -0.019 0.007 0.037
Si 4.101 -1.297 2.711 -0.016 0.001 0.021
Si 6.83 1.361 2.611 -0.018 -0.019 0.004
Si 9.507 4.047 2.634 0.032 0.015 0.014
Si 6.815 6.847 2.771 0.02 0.002 0.024
Si 9.63 9.601 2.86 -0.009 -0.012 0.034
Si 6.787 12.182 2.81 -0.001 -0.008 0.021
Si -6.918 -1.319 2.828 -0.003 0.034 0.023
Si -4.187 1.408 2.807 -0.031 -0.001 0.029
Si -1.338 4.051 2.613 -0.007 -0.019 0.013
Si -4.151 6.785 2.786 0.004 0.018 0.024
Si -1.372 -6.844 2.774 0.011 0 0.033
Si -4.064 -4.112 2.739 0 -0.009 0.002
Si -1.319 -1.376 2.713 0.007 -0.014 0.008
Si 0.023 0.005 4.051 0.013 0.007 0.002
Si 2.697 2.698 4.014 0.014 -0.02 -0.006
Si 0 5.402 4.025 -0.007 -0.011 -0.004
Si 2.723 8.147 4.01 0.012 0.002 0.001
Si 0.008 -5.448 4.087 -0.007 -0.009 -0.013
Si 2.742 -2.692 4.069 0.012 -0.014 -0.019
Si 5.469 0.044 4.048 0.007 -0.006 0.008
Si 8.155 2.711 4.026 0.002 -0.003 -0.01
Si 5.462 5.468 4.118 -0.008 -0.012 -0.016
Si 8.192 8.196 4.116 -0.005 0.014 -0.017
Si 5.415 10.822 4.106 -0.001 -0.007 0.005
Si 8.094 -2.719 4.161 0.02 -0.005 -0.014
Si -5.502 0.014 4.151 -0.005 0.006 0.004
Si -2.721 2.756 4.056 -0.005 0.005 -0.026
Si -5.499 5.398 4.084 -0.01 0.004 0
Si -2.733 8.119 4.122 -0.002 0.019 -0.018
Si -5.364 -5.398 4.206 0.008 0.005 0.019
Si -2.698 -2.728 4.067 -0.003 0.009 0.005
Si 1.356 -1.34 16.338 -0.003 0.006 -0.011
Si 4.07 1.36 16.336 0.003 -0.009 -0.005
Si 1.372 4.065 16.323 -0.008 0.007 -0.005
Si 4.064 6.797 16.348 0.002 0.002 -0.008
Si 1.389 -6.796 16.354 0.001 0.009 0
Si 4.09 -4.086 16.364 0.002 -0.002 0.007
Si 6.79 -1.35 16.34 0.002 -0.006 0
Si -6.853 1.352 16.299 -0.007 -0.009 0.003
Si 6.773 4.078 16.322 0.001 -0.002 -0.004
Si -6.806 6.808 16.29 0.004 -0.005 -0.011
Si 6.794 9.539 16.319 0.012 0.002 -0.007
Si -6.804 -4.07 16.312 0.003 -0.002 -0.003
Si -4.082 -1.401 16.272 0.018 -0.002 -0.013
Si -1.338 1.352 16.321 -0.007 0.009 -0.002
Si -4.052 4.103 16.281 0.001 0.008 -0.012
Si -1.358 6.782 16.304 0.006 -0.007 0.001
Si -4.08 9.533 16.274 0.011 0.003 -0.012
Si -1.347 -4.066 16.309 -0.013 0.004 -0.01
Si 2.681 0.044 17.71 0.005 0.002 0.006
Si 5.444 2.695 17.704 -0.018 0.007 -0.005
Si 2.733 5.394 17.709 0.001 0.009 0.021
Si 5.402 8.213 17.676 -0.008 -0.005 -0.01
Si 2.744 -5.442 17.759 0.004 -0.009 -0.005
Si 5.447 -2.708 17.713 0 0.003 0.025
Si 8.132 0.002 17.729 0.017 0.017 0.007
Si -5.467 2.753 17.555 0.011 0.02 0.006
Si 8.119 5.479 17.642 0.006 -0.004 0.021
Si -5.397 8.136 17.623 0.001 0.008 -0.012
Si 8.176 10.881 17.673 -0.01 -0.007 0.019
Si -5.465 -2.692 17.674 0.015 0.001 0.009
Si -2.674 -0.097 17.605 0.003 -0.006 0.01
Si 0.008 2.73 17.696 0.004 -0.017 -0.006
Si -2.707 5.44 17.698 -0.006 0.005 0.002
Si 0.026 -8.206 17.651 0.002 -0.011 0.011
Si -2.754 -5.399 17.629 -0.006 -0.007 0.01
Si 0.017 -2.719 17.692 -0.013 0.008 0.005
Si 1.324 1.393 19.121 -0.005 0.005 -0.023
Si 4.082 4.011 19.086 -0.011 -0.007 -0.003
Si 1.372 6.752 19.059 -0.016 -0.004 -0.015
Si 4.092 -6.807 19.155 0.005 -0.006 -0.003
Si 1.381 -4.045 19.082 0.008 0.006 -0.007
Si 4.051 -1.317 19.034 0.016 -0.008 -0.025
Si 6.798 1.378 19.117 -0.002 0 -0.004
Si -6.784 4.14 18.937 0.017 0.009 -0.037
Si 6.747 6.856 19.001 0.012 0.001 -0.006
Si -6.727 9.497 18.961 -0.001 0.014 -0.015
Si 6.837 -4.076 19.059 0 0.019 -0.033
Si 9.495 -1.363 19.086 0.001 -0.016 -0.019
Si -4.133 1.275 18.767 -0.022 0.002 -0.049
Si -1.34 4.084 19.061 0.023 0 -0.015
Si -4.081 6.801 19.05 -0.011 -0.003 -0.001
Si -1.389 -6.814 18.89 -0.006 -0.008 -0.054
Si -4.088 -4.019 19.025 0.003 -0.005 -0.015
Si -1.325 -1.389 19.088 -0.007 -0.011 -0.012
Si -0.011 0.005 20.497 0 0.009 0.035
Si 2.695 2.714 20.535 0.007 0.01 0.037
Si 0.018 5.424 20.495 0.008 -0.011 0.027
Si 2.731 8.078 20.479 0.009 -0.01 0.03
Si -0.051 -5.485 20.246 -0.002 -0.018 0.048
Si 2.715 -2.64 20.461 0.001 0.018 0.037
Si 5.38 0.022 20.453 -0.022 -0.009 0.049
Si 8.242 2.801 20.341 -0.008 0.004 0.056
Si 5.433 5.444 20.365 0.002 0.002 0.03
Si 8.188 8.196 20.297 -0.007 -0.002 0.036
Si 5.48 -5.396 20.473 -0.008 -0.008 0.033
Si 8.189 -2.746 20.491 -0.015 -0.012 0.042
Si -5.433 0.082 20.297 0.008 0.007 0.06
Si -2.799 2.572 20.096 0.003 0 0.014
Si -5.496 5.484 20.397 -0.017 0.007 0.042
Si -2.698 -8.121 20.332 0.008 0 0.042
Si -5.408 -5.448 20.336 -0.004 -0.012 0.048
Si -2.734 -2.707 20.458 -0.003 0.004 0.034
Si 1.586 -1.095 21.875 -0.154 -0.101 -0.751
Si 3.828 1.138 21.882 0.149 0.11 -0.738
Si 1.565 4.284 21.91 -0.186 -0.124 -0.705
Si 3.87 6.448 21.805 0.017 0.197 -0.689
Si 1.068 -7.023 21.594 0.185 0.023 -0.765
Si 4.327 -3.765 21.736 -0.079 -0.173 -0.763
Si 6.542 -1.579 21.704 0.12 0.083 -0.8
Si -6.508 1.67 21.669 -0.117 -0.066 -0.749
Si 7.112 4.402 21.609 -0.031 -0.048 -0.728
Si -7.073 6.68 21.732 0.206 0.065 -0.716
Si 7.153 -6.543 21.67 -0.173 -0.041 -0.73
Si 9.406 -4.357 21.755 0.089 0.22 -0.72
Si -3.912 -1.029 21.659 -0.011 -0.227 -0.687
Si -1.723 1.166 21.624 0.157 -0.008 -0.7
Si -4.291 3.751 21.386 -0.166 0.078 -0.613
Si -1.125 7.112 21.672 -0.09 -0.224 -0.795
Si -3.815 -6.551 21.662 -0.152 -0.104 -0.776
Si -1.564 -4.389 21.637 -0.025 0.215 -0.765
Si 6.134 5.033 -4.905 -0.044 0.022 0.013
Si -0.548 7.555 -3.909 -0.058 -0.005 0.012
Si 3.001 -5.767 23.633 0.04 0.05 -0.115
Si 3.17 -7.758 -1.826 0.016 -0.045 0.035
Si -1.45 -2.689 -6.991 -0.157 -0.073 -0.035
Si -1.824 -0.251 -2.674 -0.063 0.031 0.195
Si 2.034 -4.31 25.91 -0.104 0 -0.02
Si 8.037 4.244 -2.752 -0.037 0.033 0.198
Si 0.986 3.906 -6.552 0.017 -0.137 -0.022
Si 5.484 3.884 26.734 0.098 -0.061 -0.075
Si 4.439 -2.754 26.792 0.054 -0.035 0.039
Si -5.936 -5.236 -5.16 0.013 0.113 0.077
Si 7.923 0.325 23.834 -0.027 0.124 -0.208
Si -3.328 6.621 -4.21 0.11 -0.04 0.125
Si -4.598 6.279 25.59 0.033 0.049 0
Si -0.512 3.055 23.93 0.109 0.107 -0.195
Si 6.467 -7.428 26.496 0.03 0.104 -0.172
Si -7.85 1.298 -3.059 0.185 -0.074 0.16
Si 3.129 -0.167 -7.184 0.017 0.164 -0.118
Si -5.484 5.557 -2.125 0.034 -0.079 0.149
Si -2.855 -2.97 -1.848 -0.135 -0.009 0.099
Si -6.389 1.066 -5.689 -0.004 -0.127 0.03
Si 5.328 -5.737 -1.712 0.005 0.114 0.092
Si -0.081 2.156 26.869 -0.003 0.062 0.013
Si 5.148 1.934 -7.618 0.119 -0.121 0.018
Si -0.024 5.533 -2.087 0.105 0.002 0.067
Si -3.691 -7.193 -5.93 0.144 0.016 0.106
Si -3.718 0.119 -4.803 -0.158 -0.053 -0.015
Si 0.935 -0.969 -2.986 0.019 -0.059 0.069
Si 7.963 -6.157 -6.836 0.034 0.011 -0.084
Si -1.002 -6.036 -5.063 -0.082 -0.003 0.036
Si 5.688 0.045 -2.124 -0.005 -0.028 0.273
Si -0.014 -2.871 23.966 0.073 0.095 -0.184
Si 2.69 -5.044 -6.215 -0.008 0.009 -0.003
Si -5.668 -7.771 23.928 -0.057 -0.063 -0.192
Si 4.351 -6.611 -4.3 -0.004 -0.104 0.159
Si -2.643 -2.653 25.373 -0.031 -0.044 -0.026
Si -1.072 5.029 -4.814 0.006 0.051 -0.007
Si 5.966 7.899 -6.36 0.026 -0.011 -0.058
Si -7.464 -0.415 26.69 0.034 0.088 -0.016
Si 7.676 2.882 -6.694 0.023 -0.16 -0.048
Si 3.536 0.427 -4.11 -0.042 0.091 0.07
Si -7.238 -6.149 25.928 -0.031 0.02 -0.002
Si 0.358 -3.403 -4.788 0.016 -0.025 0.14
Si 5.782 2.592 23.884 -0.04 -0.117 -0.166
Si 6.781 -4.483 26.692 0.055 -0.076 -0.128
Si -5.061 -2.855 23.855 0.015 -0.05 -0.159
Si -2.555 5.219 23.539 0.075 0.033 0.006
Si -4.357 -2.62 -6.127 -0.002 0.034 0.054
Si -2.175 0.164 -7.304 -0.065 -0.032 -0.076
Si 5.29 -7.941 23.698 0.064 -0.049 -0.123
Si -5.094 -5.014 -2.166 0.087 -0.032 0.258
Si 3.676 3.256 -5.164 0.047 0.024 0.029
Si -4.955 -1.672 26.483 0.104 -0.01 -0.055
Si 1.372 -1.349 5.429 -0.003 -0.001 0.01
Si 4.071 1.37 5.402 0.001 0.01 0.014
Si 1.357 4.059 5.4 0.012 0.005 0.005
Si 4.067 6.815 5.432 0.005 0.022 0.002
Si 1.378 9.501 5.412 0.001 -0.011 0.012
Si 4.076 12.24 5.432 0.002 0.006 0.007
Si 6.756 -1.333 5.475 -0.013 -0.003 0.006
Si 9.483 1.392 5.472 -0.008 -0.01 0.001
Si 6.81 4.067 5.427 0.01 0.004 0.011
Si 9.501 6.779 5.459 -0.004 -0.012 0.011
Si 6.804 9.515 5.473 0.005 0.003 0.022
Si 9.525 12.273 5.489 0.003 0.005 0.011
Si -4.08 -1.365 5.431 -0.007 -0.007 -0.005
Si -1.368 1.36 5.4 -0.002 -0.002 -0.001
Si -4.074 4.099 5.438 0.008 -0.016 -0.001
Si -1.341 6.762 5.429 -0.007 -0.008 0.007
Si -4.049 -6.823 5.507 0.014 -0.01 0.018
Si -1.352 -4.087 5.444 0.004 -0.003 -0.006
Si 2.732 0.005 6.787 0.007 -0.011 0.002
Si 5.428 2.723 6.78 -0.003 -0.001 0
Si 2.709 5.432 6.773 0.004 -0.004 0.003
Si 5.432 8.154 6.812 -0.003 0.002 -0.004
Si 2.715 10.876 6.787 0.006 0.004 -0.007
Si 5.416 -2.721 6.814 -0.002 0.013 0.005
Si 8.136 0.017 6.822 0.001 0.008 0.006
Si 10.884 2.734 6.802 -0.002 0.01 -0.002
Si 8.149 5.423 6.815 -0.004 0.004 -0.001
Si 10.876 8.137 6.82 0.004 0 0
Si 8.16 10.889 6.821 -0.006 0 0.005
Si 10.892 -2.699 6.831 0 0.007 -0.003
Si -2.715 0.001 6.781 -0.003 -0.003 0.001
Si -0.006 2.712 6.773 -0.004 0 -0.001
Si -2.716 5.44 6.808 0.001 0.003 -0.004
Si 0.017 8.142 6.778 0.001 0.002 0.002
Si -2.691 -5.443 6.832 -0.003 -0.008 0.004
Si 0.007 -2.713 6.789 -0.006 0.001 0.003
Si 1.358 1.36 8.141 0.001 0.003 -0.006
Si 4.074 4.084 8.143 0.006 -0.001 0.002
Si 1.364 6.789 8.151 -0.003 0.007 -0.006
Si 4.076 9.527 8.159 0.012 0.005 -0.006
Si 1.359 -4.082 8.15 0 -0.008 0.001
Si 4.065 -1.359 8.169 -0.005 -0.011 0.006
Si 6.776 1.372 8.169 -0.006 -0.014 -0.005
Si 9.525 4.082 8.173 0.007 0.01 -0.006
Si 6.787 6.788 8.168 -0.014 -0.014 0.006
Si 9.517 9.512 8.169 -0.006 -0.009 -0.007
Si 6.794 -4.07 8.169 0.011 0.01 0
Si 9.516 -1.34 8.171 0.011 0.009 0.001
Si -4.078 1.358 8.15 -0.007 0.004 -0.002
Si -1.357 4.068 8.151 -0.008 0.005 -0.004
Si -4.074 6.792 8.176 0.01 0.008 -0.003
Si -1.33 -6.816 8.164 -0.001 0.008 0.001
Si -4.071 -4.08 8.173 -0.005 -0.002 -0.006
Si -1.358 -1.357 8.149 0 -0.004 -0.008
Si 0.003 -0.001 9.51 -0.004 -0.006 -0.001
Si 2.715 2.721 9.504 0 0.003 -0.006
Si 0 5.434 9.511 0.001 -0.003 -0.001
Si 2.72 8.158 9.513 0.001 0.001 -0.002
Si 0.014 -5.444 9.523 0.003 -0.007 -0.001
Si 2.711 -2.725 9.522 -0.002 0.007 0.002
Si 5.429 0.001 9.524 0.004 0.007 0.001
Si 8.153 2.723 9.523 0.002 0.001 -0.004
Si 5.427 5.434 9.524 0.002 0.008 0.003
Si 8.15 8.154 9.523 0 0.005 -0.001
Si 5.433 -5.436 9.523 -0.004 0.001 -0.001
Si 8.157 -2.71 9.522 0 -0.003 0
Si -5.44 0.012 9.525 -0.007 -0.003 0.001
Si -2.719 2.715 9.515 0.006 -0.003 -0.003
Si -5.439 5.438 9.534 0.004 -0.002 -0.001
Si -2.708 8.156 9.52 -0.017 -0.001 -0.003
Si -5.439 -5.442 9.522 0.011 0 0.001
Si -2.711 -2.715 9.523 0.001 0.001 0
Si 1.356 -1.363 10.879 0.001 -0.008 0.002
Si 4.067 1.361 10.876 -0.003 -0.004 -0.003
Si 1.362 4.08 10.871 0 0.002 0
Si 4.074 6.802 10.881 0.001 -0.005 0.004
Si 1.371 9.519 10.885 -0.004 0.003 -0.002
Si 4.075 -4.08 10.886 0.007 0.006 0
Si 6.793 -1.355 10.883 0.001 0.001 -0.001
Si 9.513 1.364 10.885 0.012 0.001 -0.002
Si 6.794 4.081 10.883 -0.001 0 0.002
Si 9.514 6.8 10.885 0.007 0.001 0.003
Si 6.791 9.52 10.88 0.004 0.004 -0.002
Si 9.516 -4.077 10.875 -0.009 -0.001 -0.002
Si -4.079 -1.356 10.877 -0.002 0.008 -0.001
Si -1.358 1.356 10.873 -0.006 0.002 -0.002
Si -4.077 4.074 10.883 -0.009 0.001 0.001
Si -1.354 6.793 10.88 -0.001 0.009 -0.004
Si -4.073 9.517 10.873 0.014 -0.003 -0.003
Si -1.35 -4.08 10.879 -0.006 -0.009 0.002
Si 2.721 -0.008 12.24 -0.005 0.005 0.003
Si 5.425 2.722 12.234 0.003 -0.005 -0.005
Si 2.713 5.443 12.24 0.004 0.004 0
Si 5.435 8.161 12.244 0.002 0 -0.003
Si 2.723 10.88 12.254 0.003 -0.005 -0.001
Si 5.433 -2.715 12.243 0 0.001 0
Si 8.151 0.003 12.243 0.003 0.001 0.001
Si 10.877 2.72 12.244 0 -0.003 -0.002
Si 8.153 5.44 12.246 -0.005 0.005 0.002
Si 10.878 8.167 12.232 0.004 0.007 0
Si 8.147 10.891 12.233 0.007 -0.006 -0.001
Si 10.877 -2.718 12.232 0.009 -0.004 0.005
Si -2.721 0.003 12.237 0.003 -0.004 0.002
Si 0.009 2.713 12.227 -0.003 0.005 -0.003
Si -2.715 5.435 12.239 0.003 -0.004 0.002
Si 0.009 8.156 12.237 -0.002 0.004 0
Si -2.708 -5.45 12.231 -0.02 -0.001 -0.002
Si 0.006 -2.723 12.248 -0.003 0.007 0.002
Si 1.37 1.359 13.592 -0.001 -0.008 0.002
Si 4.075 4.088 13.599 -0.008 0.005 -0.001
Si 1.358 6.8 13.609 -0.006 0.005 0.002
Si 4.083 9.519 13.612 0.006 -0.002 0.009
Si 1.369 -4.076 13.62 -0.001 -0.001 0.008
Si 4.073 -1.368 13.614 0.014 0.001 0.001
Si 6.772 1.356 13.593 -0.005 0.009 0.001
Si 9.513 4.075 13.602 0.012 -0.002 0.001
Si 6.791 6.8 13.606 0.013 -0.001 0.005
Si 9.506 9.529 13.583 0 0.013 0
Si 6.795 -4.067 13.602 -0.008 0 -0.005
Si 9.516 -1.359 13.596 -0.003 -0.004 0.008
Si -4.082 1.36 13.603 -0.004 0.009 -0.003
Si -1.347 4.068 13.588 0.009 -0.009 0.003
Si -4.076 6.811 13.585 -0.012 0.002 0.003
Si -1.338 9.523 13.599 -0.003 -0.008 -0.006
Si -4.08 -4.094 13.573 0.022 -0.01 -0.001
Si -1.358 -1.355 13.593 -0.018 0.004 0.004
Si 0.012 0.004 14.95 -0.009 -0.002 0.002
Si 2.728 2.718 14.957 0.007 0.001 -0.005
Si 0.005 5.42 14.958 -0.008 -0.003 -0.006
Si 2.722 8.159 14.973 0 -0.001 0.007
Si 0.02 -5.445 14.979 -0.007 0 -0.001
Si 2.724 -2.721 14.998 0 0.001 -0.004
Si 5.426 -0.003 14.973 -0.007 0.009 -0.004
Si 8.123 2.719 14.945 -0.005 -0.001 0.001
Si 5.423 5.448 14.97 -0.003 -0.004 -0.007
Si 8.15 8.175 14.95 -0.007 0.003 -0.002
Si 5.436 10.897 14.965 0.009 -0.005 0.009
Si 8.152 -2.705 14.966 0.005 0.001 0
Si -5.45 0.001 14.958 0.013 -0.001 0.008
Si -2.701 2.711 14.952 0.002 0.008 -0.006
Si -5.437 5.451 14.937 0.002 -0.001 0.003
Si -2.703 8.163 14.944 -0.003 0.006 -0.001
Si -5.455 -5.432 14.937 -0.001 -0.002 -0.005
Si -2.716 -2.743 14.922 -0.013 -0.004 -0.002
O -1.595 0.479 -1.251 0.082 -0.289 -0.039
O -7.083 3.196 26.863 0.198 -0.257 -0.339
O -3.561 -3.406 24.233 0.288 -0.353 -0.337
O -2.59 -6.363 -5.06 -0.272 0.272 0.531
O 2.225 -6.516 -6.717 -0.056 -0.224 0.583
O -0.397 2.21 25.296 -0.056 -0.129 0.171
O -3.575 -2.172 -0.666 0.21 -0.021 0.094
O 6.114 -1.238 -1.239 -0.382 -0.349 -0.158
O -3.48 -1.334 25.873 0.113 0.428 -0.151
O -2.787 0.045 22.199 0.014 -0.037 0.468
O -8.06 -5.45 22.216 -0.224 0.168 0.651
O -5.356 2.749 22.16 -0.146 -0.155 0.323
O 0.951 -1.114 -1.373 -0.154 0.3 -0.242
O -6.207 -4.391 -1.173 -0.095 -0.017 -0.28
O -5.322 -0.175 -0.397 0.148 -0.186 -0.191
O -2.112 7.394 -3.425 -0.197 0.009 0.269
O -4.491 -7.191 22.993 0.073 -0.131 0.167
O 3.563 7.066 -1.35 -0.319 -0.287 -0.398
O 2.738 5.37 22.346 -0.216 -0.119 0.136
O 5.799 -3.32 26.089 0.038 0.114 -0.57
O 1.142 4.68 -1.372 0.348 0.27 -0.613
O 8.134 -2.797 -0.433 -0.018 0.04 -0.456
O -8.037 -8.103 -0.401 0.037 0.044 -0.137
O -7.198 1.006 22.986 0.253 -0.179 0.29
O -3.651 0.452 -7.91 -0.067 0.297 -0.184
O 5.466 5.448 -0.502 -0.035 -0.051 -0.272
O 1.661 -6.198 22.86 -0.289 0.204 0.475
O 8.149 5.544 22.2 -0.1 -0.115 0.664
O -4.424 -6.299 -1.403 -0.19 -0.017 -0.305
O 0.982 2.823 -7.759 0.19 0.149 -0.197
O 5.446 -2.678 22.251 -0.133 -0.13 0.324
O -1.157 5.937 -1.01 -0.022 -0.608 -0.231
O -0.682 -3.863 22.891 0.393 0.021 0.128
O 3.675 -5.325 -4.981 0.017 0.431 0.233
O -5.027 7.775 25.192 0.053 0.045 0.706
O -0.22 -7.248 -4.312 0.401 0.123 0.321
O -2.762 8.114 -0.48 -0.217 0.089 -0.147
O -7.464 -5.5 -5.648 -0.199 0.193 0.139
O -4.598 4.447 -1.346 -0.084 -0.182 -0.287
O -1.171 2.046 22.865 -0.28 0.004 0.408
O 7.493 3.92 -1.256 0.256 -0.433 -0.082
O -0.396 -0.154 -3.428 0.029 0.201 -0.872
O -0.023 -8.104 22.168 -0.038 0.167 0.251
O 4.604 4.502 -4.675 -0.281 0.197 0.495
O 6.425 3.63 22.847 -0.098 0.019 0.337
O -1.678 -3.899 -1.287 0.235 -0.191 -0.653
O 1.263 5.367 -7.146 -0.211 0.209 0.027
O 0.907 -1.771 23.209 0.086 0.148 0.316
O 0.962 -2.475 -3.61 0.109 -0.214 0.014
O -5.845 -0.393 26.877 0.132 0.586 0.344
O 4.758 -4.291 -1.272 0.161 0.38 -0.487
O 2.64 -5.621 25.189 0.149 -0.461 0.484
O 0.813 -3.736 25.035 0.001 -0.187 0.09
O -1.843 6.57 23.031 0.025 0.304 0.438
O 0.047 -5.511 -0.387 -0.092 0.07 -0.297
O 1.731 -7.313 -1.263 -0.288 -0.32 -0.543
O 2.707 0.019 22.37 0.127 -0.049 0.204
O -0.419 6.501 -5.147 0.237 0.183 -0.462
O -2.879 -3.256 -6.425 -0.092 -0.71 0.116
O 4.728 6.983 23.101 0.2 -0.446 0.115
O -6.542 7.489 23.055 0.209 0.099 0.459
O 3.572 -4.366 23.055 -0.402 0.139 0.624
O -7.208 0.541 -4.361 -0.2 -0.466 -0.026
O -2.388 0.239 -5.711 0.537 0.057 0.336
O -3.313 -7.295 -7.487 -0.078 -0.213 0.007
O 6.664 -5.202 -7.119 -0.379 0.011 0.439
O -4.811 -1.553 22.919 -0.392 0.127 0.028
O -5.736 -2.469 25.281 -0.673 -0.411 0.367
O 4.761 -0.335 -3.382 0.234 -0.502 -0.096
O -3.955 -3.917 -2.556 -0.011 0.133 -0.467
O 3.193 -1.724 -7.527 -0.401 -0.278 -0.077
O 6.62 -7.407 22.951 0.236 0.032 0.516
O 4.814 1.08 -1.232 0.144 0.274 0.04
O -0.5 -2.403 -5.72 -0.002 0.535 0.214
O -4.829 -1.95 -7.536 -0.081 -0.311 -0.378
O 2.175 -0.045 -3.404 -0.063 0.133 0.015
O -2.51 -3.622 26.678 0.415 -0.506 0.009
O -6.944 1.293 -1.706 0.106 0.322 -0.152
O -2.804 2.711 -0.461 0.281 -0.142 -0.437
O -6.516 -6.527 24.528 0.119 0.327 -0.128
O -2.145 -1.848 -2.749 0.308 -0.175 -0.633
O 8.07 -7.377 26.251 0.31 -0.711 -0.07
O 8.143 -4.805 25.84 -0.059 0.418 -0.086
O -5.92 5.417 25.969 -0.546 0.274 -0.537
O 6.761 -6.068 -1.076 0.203 0.306 -0.424
O -1.699 -1.311 -7.783 0.123 -0.078 -0.716
O 7.392 -7.638 -6.486 0.534 -0.323 -0.158
O 3.165 -3.173 25.924 -0.164 0.422 -0.135
O 3.3 -7.503 -3.418 -0.176 -0.338 -0.637
O 0.438 6.961 -2.748 0.405 0.372 0.086
O 5.252 7.77 -7.809 -0.103 -0.067 -0.21
O 6.955 3.921 -5.715 0.141 0.007 0.104
O -4.556 6.246 -3.245 -0.02 0.244 -0.241
O 3.499 -0.03 -5.637 0.125 -0.266 -0.029
O -1.232 -2.174 24.779 0.167 0.532 -0.074
O 2.792 2.735 -0.551 0.105 0.088 -0.476
O -4.856 1.227 -5.15 0.186 0.496 0.26
O 4.494 1.857 23.205 -0.206 0.202 0.321
O -0.567 -5.977 -6.616 0.078 -0.407 0.016
O 5.012 -7.565 -5.39 0.159 0.072 -0.138
O 3.378 -4.328 -7.482 0.073 -0.38 -0.106
O -3.112 4.344 22.325 0.598 0.175 -0.071
O -6.045 -3.86 23.061 -0.17 0.13 0.483
O -6.822 4.929 -2.763 -0.031 0.152 -0.634
O -3.872 5.574 24.356 -0.373 0.116 0.041
O 0.872 3.633 23.263 -0.06 -0.344 0.276
O -5.08 -6.407 -5.845 -0.403 -0.349 -0.618
O 2.815 -2.715 -0.452 0.147 -0.089 -0.525
O -1.002 1.19 -7.66 -0.15 0.261 0.313
O 6.16 6.436 -5.702 0.164 0.014 0.16
O 6.616 1.646 -6.938 0.201 -0.469 -0.029
O -5.992 6.676 -1.085 0.315 0.305 -0.248
O 6.863 1.461 24.282 0.175 -0.172 0.453
O -8.091 2.829 -3.494 -0.131 0.051 -0.6
O -0.479 3.936 -5.834 -0.289 -0.586 -0.405
O -1.467 4.311 24.302 0.292 0.321 0.264
O 5.428 3.494 25.169 -0.284 0.251 0.013
O 3.732 2.043 -4.079 0.214 0.237 0.3
O -0.611 -4.641 -4.325 -0.202 -0.058 0.515
O 1.531 -4.075 -5.668 0.235 0.38 -0.229
O 4.24 2.775 -6.594 -0.388 0.24 -0.425
O 4.126 -6.876 23.422 0.115 -0.095 0.117
O -4.305 -1.399 -5.027 -0.395 -0.048 0.375
O -5.825 -5.399 -3.551 -0.501 -0.414 0.075
O -3.529 6.259 26.799 0.416 0.048 -0.101
O 4.267 -6.802 -1.106 0.237 0.08 0.395
O 6.939 5.172 -3.5 -0.163 0.549 -0.003
O 1.62 0.344 -7.452 -0.118 -0.095 0.348
O -7.804 -0.403 25.125 0.3 -0.505 -0.092
O -5.37 -3.779 -5.629 -0.114 0.176 -0.067
O -0.651 4.635 -3.284 -0.02 -0.411 0.289
O 4.305 -1.146 26.929 0.224 0.262 -0.365
O 2.119 3.632 -5.419 -0.135 -0.077 0.509
O -2.686 5.256 -4.856 -0.303 -0.342 0.025
O -7.197 2.383 -6.187 0.159 0.362 -0.019
O 5.445 -5.965 -3.296 0.396 0.268 -0.195
O -6.22 0.164 -7.043 -0.416 -0.092 -0.177
O -3.142 0.425 -3.329 -0.262 0.341 0.232
O 7.191 -0.825 22.982 -0.214 -0.328 0.298
O 5.65 -8.066 25.254 -0.154 -0.298 0.176
O -2.682 -5.472 22.157 0.156 0.195 0.28
O 7.045 0.677 -2.685 0.012 0.279 -0.327
O -3.855 7.627 -5.356 -0.33 -0.177 -0.425
O 5.979 -5.899 26.779 -0.469 -0.125 0.475

Results
total energy: -101656.380 eV
total energy less fixed offsets of O -438.25, Si -107.07 eV per atom: -3.180 eV
